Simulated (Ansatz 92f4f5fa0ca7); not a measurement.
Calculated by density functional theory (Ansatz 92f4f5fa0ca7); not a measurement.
Periodic cell of 260 atoms, Si140O88H32, with a vacuum gap, from a study of silicon, its oxide and their interface. The atomic structure is a simulated model.

Settings: functional r2SCAN; potential files Ansatz PAW; basis plane waves; wave-function cutoff 800 eV; density cutoff ratio 5; exchange-correlation grid ratio 1; k mesh 1 x 1 x 1, shifted by 0.5 0.5 0 of a step; self-consistency stop 1e-11 eV per atom in the density residual; occupations fixed; spin none; net charge 0; applied field sawtooth along c, amplitude +0.015 V/angstrom in the program's sign convention, ramp centred at 0.9891 of c and 0.0218 of c wide, no dipole correction.

Cell vectors (angstrom)
a 10.887 0 0
b 0 10.887 0
c 0 0 45.8334

Atoms and the computed forces on them: element, x, y, z (angstrom), force x, y, z (eV/angstrom)
Si -0.2467 0.3291 32.1973 -0.0005 -0.0039 0.0134
Si 1.3636 1.5323 33.3769 -0.0057 0.0113 -0.0119
Si 3.5373 8.9378 33.7627 -0.0049 -0.0099 -0.0123
Si 11.6426 9.8563 29.5987 0.0028 -0.0017 0.0209
Si 4.1831 -4.4964 23.6529 -0.0025 0.003 0.0137
Si 9.9082 7.2894 29.9003 -0.0029 0.0012 0.0203
Si 5.2335 5.9441 31.9745 0.003 -0.0009 0.0081
Si 9.5787 9.6538 33.604 -0.0051 -0.0014 -0.0199
Si 4.0891 4.2772 33.2978 -0.0124 -0.0012 -0.015
Si 2.4752 3.1564 31.9983 0.0009 0.0004 0.0197
Si 1.8318 7.3166 33.792 0.0072 0.0002 -0.0072
Si 4.3545 8.2291 31.7149 0.0008 0.0066 0.0048
Si 6.6004 1.1777 33.4113 0.013 -0.0043 -0.01
Si 10.8858 2.7918 34.8163 0.0011 -0.0004 -0.0023
Si 8.0552 5.3939 34.8743 0.005 0.0092 0.0156
Si 6.8265 6.8069 33.5047 0.0017 0.0141 -0.0174
Si -1.2887 4.3097 33.512 -0.001 -0.0142 -0.0113
Si 2.6177 0.0153 34.7294 -0.0198 -0.016 0.0026
Si 0.0005 8.2369 34.9177 0.0032 0.0102 0.001
Si 2.7828 5.4712 34.89 0.0127 0.0135 0.0006
Si 5.3098 2.7129 34.6804 0.0032 0.0083 0.0153
Si 8.1111 0.0487 34.872 0.0066 -0.0026 0.01
Si 5.418 8.1 34.9336 -0.0084 -0.0148 0.005
Si 8.1322 8.3737 32.3623 -0.006 0.0044 0.0025
Si 1.3529 4.1251 36.1929 -0.0023 -0.0147 0.0205
Si 3.9952 1.3729 36.1016 0.0038 -0.0004 0.0404
Si 1.3221 9.6091 36.2484 0.0077 0.0016 0.0205
Si 4.1397 6.7291 36.3205 -0.0028 -0.006 0.012
Si 6.711 3.9876 36.1536 -0.0012 0.0076 0.031
Si 9.5135 1.4086 36.1823 0.0084 -0.0172 0.0169
Si 6.7661 9.5454 36.2097 0.0006 -0.0168 0.0177
Si 9.478 6.807 36.1644 -0.0068 0.0045 0.0192
Si -0.041 0.0466 37.5977 -0.0368 0.0283 0.1837
Si 2.6854 2.7192 37.5418 -0.0077 0.019 0.2038
Si -0.0133 5.4891 37.5216 0.0019 -0.0122 0.1734
Si 2.7271 8.1895 37.5294 -0.0037 -0.0027 0.1536
Si 5.397 0.0489 37.4947 0.0124 -0.0013 0.1587
Si 8.1395 2.7319 37.5269 -0.0035 -0.0078 0.1573
Si 5.463 5.3507 37.6316 -0.0076 0.0165 0.2014
Si 8.1446 8.1694 37.5556 -0.0091 0.0184 0.1956
Si 1.3491 1.3778 38.938 -0.1487 0.0802 0.319
Si 4.0637 4.0303 38.9594 0.0427 0.0045 0.28
Si 1.3598 6.8298 38.8809 -0.0509 0.0888 0.3288
Si 4.0835 9.549 38.8622 -0.0682 0.0309 0.4276
Si 6.7868 1.3595 38.873 -0.0039 0.0796 0.2618
Si 9.5184 4.107 38.8503 -0.0731 0.0415 0.3325
Si 6.8218 6.7784 38.9287 -0.0059 -0.0699 0.2941
Si 9.5107 9.5235 38.935 -0.0897 0.0848 0.2068
Si -0.0284 2.7668 6.9096 -0.0009 -0.0656 -0.3498
Si 2.7431 -0.0165 6.9254 0.1502 -0.1223 -0.3003
Si 0.0227 8.1552 6.9489 0.12 -0.137 -0.2281
Si 2.7025 5.463 6.9285 0 0.0229 -0.2416
Si 5.4625 2.6773 6.9652 0.121 0.0038 -0.2565
Si 8.1278 0.0117 6.9307 0.0766 0.069 -0.2598
Si 5.4246 8.1804 6.8926 -0.0572 0.0475 -0.3181
Si 8.2115 5.4276 6.9392 0.002 -0.1594 -0.3412
Si 1.3396 4.1005 8.2776 0.0517 -0.0492 -0.1978
Si 4.1203 1.2916 8.3113 -0.039 0.0423 -0.1822
Si 1.4148 9.5006 8.29 -0.0155 0.0069 -0.1748
Si 4.0706 6.8429 8.2689 0.0314 -0.0474 -0.1907
Si 6.8557 4.0558 8.2829 -0.0034 0.007 -0.1657
Si 9.5014 1.405 8.2568 0.0187 -0.0364 -0.1741
Si 6.7744 9.517 8.271 0.0053 -0.0035 -0.2007
Si 9.5806 6.7569 8.3061 -0.0167 0.0283 -0.1833
Si 0.0208 0.0257 9.5137 -0.0018 0.0124 -0.0101
Si 2.7266 2.7026 9.5468 0.0011 0.0024 -0.0101
Si 0.0441 5.4231 9.737 -0.0152 -0.0116 -0.0334
Si 2.7552 8.164 9.7349 0.0003 0.0103 -0.0409
Si 5.4592 -0.0609 9.7339 0.0166 0.014 -0.0328
Si 8.192 2.7264 9.7227 -0.0006 0.0044 -0.027
Si 5.4794 5.4667 9.5315 -0.0066 -0.0011 -0.0143
Si 8.1633 8.1373 9.5443 0.0001 -0.0018 -0.0181
Si 1.3725 1.3401 10.8942 -0.0007 -0.0056 0.0104
Si 4.1149 4.0898 10.8002 0.0055 -0.0016 0.0108
Si 1.4149 6.7828 11.1121 0.0036 -0.0033 -0.0151
Si 4.1273 9.478 11.1793 -0.0015 0.0009 -0.0144
Si 6.8399 1.3196 11.0662 0.0055 0.0046 -0.0083
Si 9.5765 4.067 11.1364 -0.0045 -0.011 -0.0105
Si 6.8278 6.7896 10.9187 -0.0033 -0.0024 0.0047
Si 9.5502 9.5292 10.7801 0.0035 0.0093 0.0072
Si 0.1036 2.6288 12.4062 0.0168 -0.0087 0.0102
Si 2.684 0.0543 12.3772 -0.0114 0.0192 0.0077
Si -0.0505 8.2567 12.2432 -0.0223 0.0156 0.0159
Si 4.6803 6.1603 13.6629 -0.0036 0.0094 -0.0114
Si 5.4016 2.7742 12.2378 -0.0168 0.0143 0.0175
Si 7.3752 -1.8319 13.5916 -0.0037 0.0075 -0.0057
Si 5.5598 8.0368 12.473 0.016 -0.0131 0.0085
Si 9.1086 7.3547 13.5685 0.0057 -0.0102 -0.0029
Si 3.9521 2.4671 21.3512 0.0028 0.0027 0.0029
Si 6.4156 4.46 13.5161 0.0084 -0.0107 -0.0067
Si 0.8984 9.9602 13.5608 0.0069 -0.0068 -0.0048
Si 1.9112 3.5927 13.5688 -0.0088 0.0056 -0.0022
Si 3.6257 1.8948 13.509 0.0128 -0.0087 -0.005
Si 10.0743 0.7827 13.566 -0.0071 0.0037 -0.0045
Si 4.2584 6.0002 15.9956 -0.0061 0.0102 0.0135
Si 8.1735 5.5194 12.3842 -0.0102 0.0152 0.0068
Si -0.5623 -3.7812 15.5704 -0.0008 -0.0137 0.0059
Si 2.8786 5.3458 12.3362 0.0136 -0.019 0.0169
Si -1.7516 -4.3287 18.3645 0.0032 -0.0003 0.0262
Si 9.795 11.1234 15.861 -0.0054 0.0136 0.0001
Si 15.3317 -9.559 15.5936 0.0002 -0.0047 0.003
Si 6.8353 7.7165 22.6684 -0.0005 -0.0048 0.0119
Si 6.1525 3.7312 16.4439 0.0053 -0.0039 0.0067
Si 8.295 10.7877 12.2893 0.0148 -0.0164 0.0101
Si -10.4355 -1.5842 15.8303 0.0176 -0.0057 0.0004
Si 17.8831 -2.7342 19.7527 0.0019 -0.0013 0.0119
Si 8.2562 3.6763 18.7471 -0.0004 0.0001 0.0124
Si 2.2711 26.6432 21.8368 -0.0005 0 -0.0002
Si 13.7925 10.6476 26.1235 0.0009 0.0003 0.0102
Si 17.1632 9.541 31.618 0.0071 -0.0126 0.0081
Si -9.3583 3.3638 23.6215 -0.0036 -0.0009 0.0129
Si 1.4836 4.627 15.6237 -0.0063 0.0028 0.0026
Si 31.1427 -4.7062 22.9867 0.0014 -0.0031 0.0136
Si 8.4065 -3.236 27.2502 -0.005 0.0003 0.0252
Si 0.2494 -1.0548 21.2367 -0.0001 -0.003 0.0166
Si 7.9219 10.214 21.5378 -0.0011 -0.0001 0.0089
Si 17.7666 10.1034 15.6329 -0.0087 0.002 -0.0017
Si -5.8435 -2.384 17.5767 0.0024 0.0019 -0.0001
Si 17.8617 2.3454 21.3224 0 -0.0002 0.0155
Si 0.1487 -4.0711 20.5547 0.001 -0.0022 0.0089
Si 13.6325 10.5416 17.6255 0.0022 0.0036 0.0021
Si -11.1321 6.9347 25.6044 -0.0033 0.0017 0.0421
Si 8.4825 2.4698 31.3451 0.0059 -0.0011 0.0172
Si 3.0186 16.7681 28.4362 0.0037 -0.0012 0.0163
Si 23.1932 0.4061 23.6177 0.0016 -0.0026 0.0166
Si 4.2697 3.4578 24.3641 0.0065 -0.0038 0.0184
Si 6.268 -2.3157 28.8908 -0.0041 0.0027 0.0185
Si 11.477 27.4691 31.7842 0.0083 0.0024 0.006
Si -0.6063 12.8122 25.0558 -0.0032 -0.006 0.0378
Si 2.2185 18.3824 25.8949 -0.0005 -0.0033 0.0192
Si 0.1454 13.4582 17.7078 -0.0021 0.0038 0.0091
Si 14.3115 -2.3354 29.6069 0.0064 0.0006 0.0219
Si 5.8662 16.3977 29.6356 0.0039 -0.0068 0.0116
Si 12.8508 11.7619 19.4828 0.0011 -0.0011 0.0112
Si 8.3715 15.9431 26.3674 -0.0035 -0.0015 0.0229
Si 0.4925 -9.7301 27.6675 -0.0015 -0.0031 0.0181
Si 13.3051 13.9252 28.9856 0.0002 0.0012 0.0182
Si 26.5243 12.8965 27.0457 0.0035 0 0.0251
Si -2.6505 -7.3272 23.7726 -0.0003 0.0011 0.0137
Si -3.8279 14.3865 28.7003 -0.0023 0.004 0.0133
O 0.5411 -4.9638 15.3368 -0.0012 0.0048 0.007
O 7.7172 4.3492 25.0732 -0.0008 -0.0046 -0.0105
O 11.5184 -0.4609 31.089 0.002 -0.0025 -0.0113
O 16.343 -8.5678 20.7655 0.0011 -0.0012 -0.0007
O 10.4961 16.5017 33.0814 0.0002 0.0007 -0.0011
O -12.1572 18.9721 26.2315 0.0061 -0.0029 -0.0085
O 15.6968 4.9913 24.2262 -0.003 -0.0005 -0.0084
O -1.9895 29.5369 31.0465 0.0046 -0.006 -0.0165
O -0.6424 1.7652 26.673 -0.0012 0.0024 -0.0079
O 17.4937 -22.9415 29.9996 -0.0026 -0.0008 -0.0112
O 13.2391 20.628 29.2949 -0.0064 0.0046 -0.0117
O 6.0751 2.3766 27.9592 -0.0051 -0.0051 -0.0044
O -5.1818 11.2031 15.3932 0.003 0.0003 -0.005
O 13.975 1.2748 20.6203 -0.003 -0.0029 -0.0063
O -20.55 -16.0975 20.9175 0.002 0.0017 -0.0037
O 20.201 -4.2642 16.7663 0.0043 0.005 0.0037
O 12.4822 -1.3294 17.0032 -0.0047 -0.0009 -0.0046
O 2.6583 -3.7506 29.3716 -0.0032 -0.0095 -0.0113
O 17.1887 -1.8362 16.7208 -0.0059 0.0021 -0.0014
O 7.9385 2.7457 29.8541 -0.0035 0.0023 -0.0068
O -5.9086 24.3951 16.4173 -0.0009 0.002 0.0023
O 4.9998 2.7185 25.5971 -0.0037 0.0054 -0.017
O 9.1878 -18.0128 32.0136 -0.0069 -0.0009 -0.0019
O 7.2199 -7.5935 17.567 -0.0004 0.0011 -0.0016
O -2.0324 -8.7249 24.3332 -0.0002 0.0008 -0.0006
O 18.0854 9.7093 20.1715 -0.0001 -0.002 -0.004
O 14.2174 -4.8982 22.3418 -0.0003 -0.0016 -0.0074
O -0.3658 -9.6293 16.907 -0.0037 -0.0038 -0.0023
O 2.1118 26.3924 28.8357 -0.0008 0.001 -0.0096
O 19.2057 7.835 18.891 0.0027 -0.0034 -0.0013
O 7.5596 0.8835 21.6926 -0.0006 0.0017 0.0092
O 4.2734 -8.2997 22.9706 -0.0042 -0.0013 -0.0095
O 18.2136 8.7906 27.6678 0.003 -0.0016 -0.0112
O 11.6522 3.6564 16.6953 0.0036 -0.0011 -0.0013
O -7.6637 -10.211 16.4428 0.0027 0.0002 -0.0046
O 7.2301 34.8612 32.3177 0.0007 0.0044 0.0007
O 11.5327 -2.5484 20.7504 0.0019 -0.0006 -0.0058
O 12.5223 1.869 22.9164 0.0011 0.002 -0.0099
O 16.7832 10.9142 32.4573 -0.009 0.0021 0.0024
O 9.5073 12.1024 31.3948 -0.0006 0.003 0.0003
O 14.0326 3.819 20.9427 0.0013 -0.0025 -0.0015
O -7.9392 2.6715 30.4905 -0.0015 -0.0015 -0.0115
O -2.6722 -0.0459 16.2385 0.0087 -0.0032 0.0065
O 6.8359 7.2809 21.1058 -0.0011 0.0012 -0.01
O 7.2789 -12.4834 22.7307 0.0004 -0.0003 0.0011
O 24.4893 0.0272 24.5201 -0.0024 0.0003 -0.0112
O 19.0333 -6.8235 27.6222 0.0067 0.0048 -0.022
O 13.5839 -7.3098 24.7401 -0.0021 0.0007 -0.0066
O 1.2628 2.1938 18.8167 -0.0041 0.0007 -0.0021
O 27.4381 7.854 18.9082 -0.0019 0.0049 -0.0084
O 15.4464 -5.4535 28.6473 -0.0089 0.0015 -0.0133
O 9.2945 15.4478 23.0353 0.0007 0.001 -0.0049
O -6.2076 8.7156 28.5442 0.0017 -0.0002 -0.0199
O -9.1555 33.2757 26.8091 0.0045 -0.0036 -0.0091
O 3.5186 13.516 27.8851 0.0029 -0.0035 -0.0129
O 1.1266 -11.6589 22.5688 -0.0013 -0.0038 -0.0125
O -0.0362 21.6868 28.55 -0.0011 0.0062 -0.0146
O 38.0525 -3.4675 23.3265 0.0016 -0.0014 -0.0029
O 18.441 -4.4451 26.5822 0.0007 -0.0028 -0.0084
O 2.7392 28.1408 26.9348 -0.0048 0.005 -0.0181
O 12.4455 -3.9517 32.183 -0.0107 -0.005 -0.0126
O -1.1376 -7.6908 18.4301 0.0041 -0.008 -0.0043
O 28.8569 14.1021 22.6966 -0.0021 -0.0041 -0.0065
O 2.879 5.1821 16.2523 -0.0005 -0.0038 0.0053
O 0.7398 21.7978 20.1436 0.0021 0.0018 -0.0086
O 24.4009 19.9251 26.3482 -0.0005 -0.0008 -0.0065
O 19.1659 -5.604 18.8421 0.0025 -0.0039 -0.0134
O 3.1082 18.0523 24.5812 0.0077 -0.0051 -0.0122
O -9.8648 -19.4918 28.6962 -0.0026 -0.0029 -0.0076
O -21.9703 -4.9124 30.4107 -0.0008 0.0012 -0.0045
O -3.0362 -7.8633 20.1564 0.001 0.0006 -0.0074
O 16.352 5.1734 16.7333 -0.003 0.0033 -0.0059
O -11.8255 -16.2621 26.1626 0.0026 0.0001 -0.0093
O 9.5378 31.7661 21.489 0.0006 0.001 -0.0026
O 23.1095 15.1674 31.6646 -0.0007 -0.0008 0.0067
O 4.3071 -10.4461 26.6875 -0.003 -0.0019 -0.0061
O 15.0663 -3.4494 16.7319 0.0053 0.0024 0.0031
O 11.1269 3.2422 24.6047 0.0073 0 -0.0107
O 6.4884 28.8049 29.4148 -0.0013 0.0027 -0.008
O 25.8222 9.6756 18.0357 0.0014 -0.0093 -0.0115
O 9.1055 6.9826 28.5524 -0.003 0 -0.0202
O 21.3999 -4.097 23.9756 -0.0048 -0.0032 -0.0031
O 10.9528 22.3388 24.4982 0.0014 -0.0015 -0.0096
O -1.1596 17.5042 21.4831 0.003 0.002 -0.009
O -2.9404 17.6999 23.4181 -0.0016 0.0005 -0.0051
O 10.9863 8.4092 29.5207 0.0003 -0.0005 -0.0078
O 10.6177 17.4619 19.0142 -0.0061 0.0013 -0.0121
O -4.01 14.7317 14.9925 0.0018 0.0028 -0.0031
H 0.5307 2.203 39.8704 0.3585 -0.244 -0.203
H 2.1708 0.5559 39.8704 -0.2961 0.2726 -0.2729
H 4.8991 3.2223 39.8919 -0.4647 0.2174 -0.2068
H 3.2632 4.8729 39.8919 0.2001 -0.2902 -0.2651
H 0.5344 7.648 39.8134 0.3393 -0.3178 -0.2592
H 2.1742 6.0007 39.8134 -0.2373 0.2514 -0.3227
H 4.8969 8.7189 39.7946 -0.1663 0.3205 -0.3
H 3.2559 10.3649 39.7946 0.3081 -0.3122 -0.2618
H 5.963 2.1793 39.8055 0.3605 -0.3036 -0.2794
H 7.6066 0.5356 39.8055 -0.3324 0.2136 -0.3178
H 10.3402 3.2852 39.7827 -0.2973 0.2423 -0.3175
H 8.7009 4.9331 39.7827 0.3682 -0.3513 -0.2614
H 7.6551 5.9684 39.8611 -0.2966 0.4446 -0.1949
H 6.0014 7.6017 39.8611 0.1773 -0.2956 -0.2674
H 8.6866 10.343 39.8675 0.2549 -0.3359 -0.2304
H 10.3416 8.7109 39.8675 -0.2967 0.3102 -0.2792
H -0.8502 3.5886 5.9772 0.4471 -0.405 0.2072
H 0.79 1.9416 5.9772 -0.1952 0.2113 0.2836
H 1.9214 0.8054 5.9929 0.2038 -0.1892 0.3328
H 3.5707 -0.8324 5.9929 -0.3747 0.3756 0.2077
H -0.8082 8.9679 6.0165 0.2271 -0.207 0.3244
H 0.8481 7.337 6.0165 -0.3786 0.3632 0.2051
H 1.8881 6.2921 5.9961 0.3518 -0.3707 0.2188
H 3.503 4.6204 5.9961 -0.1755 0.249 0.2764
H 6.2863 1.8575 6.0327 -0.4033 0.4173 0.2088
H 4.6271 3.4853 6.0327 0.1953 -0.2056 0.3161
H 8.9519 -0.8078 5.9982 -0.2211 0.2278 0.2801
H 7.3081 0.8356 5.9982 0.3806 -0.4228 0.2079
H 6.245 7.3572 5.9601 -0.2276 0.2041 0.2868
H 4.6111 9.0105 5.9601 0.3647 -0.3642 0.2137
H 9.029 4.6015 6.0067 -0.4277 0.4452 0.197
H 7.3781 6.2377 6.0067 0.2406 -0.1623 0.3293

Results
free energy: -140239.788 eV
free energy less fixed offsets of H -15.71, O -570.45, Si -639.56 eV per atom: 0.932 eV

The program warned: the cutoff lies below the one the program advises for these potential files; the forces do not sum to zero within the program's tolerance; empty levels may hold ghost states of the PAW files; the exchange-correlation potential is rough where the density is thin.
